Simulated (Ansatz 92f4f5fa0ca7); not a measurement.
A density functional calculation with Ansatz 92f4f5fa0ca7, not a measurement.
Periodic cell of 214 atoms, Si131O81B2, from a study of silicon, its oxide and their interface. The atomic structure is a simulated model.
Doubt: the cutoff is far below the 930 eV that the study's wrapper takes by default for these files, so forces and energies are approximate.

Settings
functional: PBE
potential files: Ansatz PAW
basis: plane waves
wave-function cutoff: 580 eV
density cutoff ratio: 5
exchange-correlation grid ratio: 1
k mesh: 1 x 1 x 1, Gamma-centred
self-consistency stop: 5e-08 eV per atom in the density residual
occupations: fixed
spin: none
net charge: 0

Cell vectors (angstrom)
a 10.938 0 0
b 0 10.938 0
c 0 0 31.5432

Atoms: element, x, y, z (angstrom)
Si 10.3272 0.4312 24.2171
Si 6.1889 10.2759 24.2525
Si 2.0577 3.2495 24.0603
Si 8.688 2.2273 24.2965
Si 0.4303 5.0926 24.0969
Si 5.0738 5.9307 24.2269
Si 3.3639 7.6484 24.1809
B 7.5559 8.8519 24.7432
Si 1.2491 1.41 25.3576
Si 6.8937 1.2662 25.4785
Si 4.0027 4.1003 25.2888
Si 9.6231 4.107 25.3849
Si 1.4472 6.8091 25.3531
Si 6.8613 7.0404 25.3425
Si 4.1976 9.523 25.3493
Si 9.3427 9.5405 25.3657
Si 2.7369 0.0018 26.6058
Si 8.1889 -0.0303 26.9217
Si -0.0191 2.749 26.8526
Si 5.4273 2.7175 26.6349
Si 2.7235 5.429 26.8068
Si 8.1973 5.5314 26.6446
Si -0.0394 8.1999 26.6243
Si 5.4663 8.2153 26.8439
Si 4.0799 1.3579 28.0436
Si 9.5646 1.3701 28.2317
Si 1.3583 4.1066 28.2153
Si 6.8116 4.1273 28.0043
Si 4.1017 6.8123 28.1573
Si 9.5825 6.8363 28.0536
Si 1.3534 9.5757 28.0048
Si 6.809 9.5422 28.2688
Si 0.0262 -0.0173 29.4937
Si 5.4337 0.0271 29.4971
Si 2.7482 2.7153 29.4921
Si 8.1655 2.7737 29.4806
Si -0.0198 5.4933 29.4965
Si 5.4813 5.4554 29.4866
Si 2.7112 8.2193 29.4626
Si 8.2309 8.1746 29.5099
Si 1.3673 1.3673 30.8594
Si 6.8362 1.3673 30.8594
Si 4.1018 4.1018 30.8594
Si 9.5708 4.1018 30.8594
Si 1.3673 6.8362 30.8594
Si 6.8362 6.8362 30.8594
Si 4.1018 9.5708 30.8594
Si 9.5708 9.5708 30.8594
Si 2.7345 0 0.6835
Si 8.2035 0 0.6835
Si 0 2.7345 0.6835
Si 5.469 2.7345 0.6835
Si 2.7345 5.469 0.6835
Si 8.2035 5.469 0.6835
Si 0 8.2035 0.6835
Si 5.469 8.2035 0.6835
Si 4.1147 1.3493 2.056
Si 9.5271 1.3924 2.034
Si 1.3264 4.1376 2.0496
Si 6.8479 4.0764 2.0622
Si 4.0698 6.8713 2.034
Si 9.5903 6.8165 2.056
Si 1.3712 9.564 2.0648
Si 6.826 9.5778 2.0619
Si -0.0656 0.0018 3.3265
Si 5.4653 -0.0076 3.4967
Si 2.6924 2.7312 3.3223
Si 8.1842 2.6984 3.5089
Si -0.0258 5.4757 3.5263
Si 5.4482 5.4899 3.3057
Si 2.7337 8.2085 3.4958
Si 8.2281 8.193 3.3745
Si 1.2853 1.3732 4.6799
Si 6.8373 1.3122 4.9198
Si 4.0637 4.1272 4.659
Si 9.5311 4.0756 4.8985
Si 1.3482 6.8765 4.8973
Si 6.8318 6.8116 4.6983
Si 4.1014 9.5732 4.8928
Si 9.5708 9.5768 4.7572
Si 2.6125 0.0494 6.1125
Si 8.2222 -0.1244 6.2812
Si -0.0223 2.6616 6.2151
Si 5.376 2.7745 6.0911
Si 2.7463 5.4412 6.1584
Si 8.0935 5.4482 6.1939
Si -0.0104 8.3033 6.2438
Si 5.5557 8.1598 6.1685
Si 3.4852 1.93 7.1975
Si 10.0206 0.8367 7.4841
Si 1.7797 3.6577 7.3744
Si 6.2118 4.535 7.3977
Si 4.6357 6.3185 7.2786
Si 9.1547 7.2035 7.339
Si 0.8899 10.1614 7.5308
Si 7.3973 8.899 7.509
O 4.5773 6.6086 8.9084
O 1.4014 3.9877 8.9648
O 9.7539 6.5665 8.7519
O 1.3065 10.1141 9.1616
O 6.0922 4.2314 9.0391
O 3.7238 1.5802 8.7793
O 7.1157 8.9714 9.1571
O 9.6545 1.0835 9.0883
O 8.286 2.6062 22.7504
O 10.9073 5.7374 22.6227
O 5.8838 -0.1637 22.6904
O 5.4036 5.5046 22.6582
O 2.0801 2.7863 22.4702
O 3.3683 7.8009 22.5226
O -0.3653 11.0367 22.6001
Si 2.1748 2.9918 12.9134
Si 8.6862 1.3007 10.3771
Si 1.0921 4.5105 15.3797
Si 7.5618 5.5823 12.2082
Si 2.4779 8.1366 21.2073
Si 5.421 7.7777 12.5056
Si 9.2967 0.4691 15.5256
Si 2.9625 -0.0459 16.7058
Si 10.479 1.1792 12.6222
Si 7.7659 2.8431 21.2457
Si 9.1601 8.7982 14.4831
Si 1.4773 4.7992 10.3788
Si 4.5712 9.4794 19.173
Si 11.0757 6.1761 21.0573
Si 6.641 10.4533 14.8781
Si 5.4533 0.6403 21.3354
Si 2.3498 9.8188 10.3938
Si 0.432 10.4971 21.2991
Si 5.9319 5.3401 21.1386
Si 3.6472 7.1031 10.1257
Si 9.0758 5.694 14.8397
Si 3.7276 4.0567 19.1418
Si 10.0442 3.6597 19.3346
Si 4.2871 8.6539 15.4121
Si 0.5014 1.9249 17.2007
Si 6.9861 7.5847 19.2648
Si 5.3007 3.6347 16.761
Si 7.8418 5.0293 17.52
Si 6.6755 9.9152 10.4147
Si 4.3808 1.0612 10.1424
Si -0.021 9.1078 11.9148
B 9.512 8.5654 20.2277
Si 4.5766 1.672 14.6064
Si 2.5099 1.9691 21.1262
Si 6.3342 3.3412 10.3835
Si 3.4368 5.9066 16.7768
Si 9.8807 6.5595 10.366
O 0.1705 2.6271 18.6372
O 2.9582 9.6256 15.6292
O 10.8392 4.8157 20.1813
O 7.5582 2.3735 9.9436
O 10.928 5.3668 10.8154
O 6.5936 6.7111 12.888
O 10.3125 8.0843 10.7993
O 7.6915 9.4642 14.0284
O 8.4106 6.2332 10.9817
O 5.3734 10.5163 20.124
O 2.1769 3.7715 11.4614
O 8.2471 8.5757 19.6645
O 6.3996 6.8006 20.5795
O 5.5368 2.7258 15.4261
O 1.3609 0.826 20.7364
O 6.0774 9.0371 11.6651
O 4.6155 4.9806 16.1377
O 6.6395 3.9412 17.6433
O 10.5614 10.692 11.8286
O 5.605 0.501 14.0201
O 8.0406 5.1017 15.9186
O 9.7601 9.8279 15.6108
O -0.3744 5.1404 15.1398
O 1.6311 6.7993 20.7714
O 1.5517 0.6434 17.2279
O 6.5721 1.7689 20.9431
O 1.0171 1.8297 12.8522
O 3.216 5.4279 18.3492
O 9.5261 2.0185 11.596
O 1.0582 3.1163 16.23
O 8.6237 5.159 13.3705
O 10.3004 8.6058 13.3294
O 1.482 9.3257 21.7033
O 10.233 9.7676 20.3203
O 3.1693 0.2255 10.9002
O 5.0595 2.391 10.8433
O 1.7818 4.1662 13.9565
O 7.9517 10.8434 10.8682
O 9.1931 4.4555 18.1997
O 5.6681 9.494 15.8009
O 5.5413 -0.0216 9.8295
O 3.6071 2.3083 13.4208
O 1.985 5.681 16.073
O 9.7283 1.058 14.0603
O 4.3889 6.9576 11.5561
O 4.7866 4.6122 20.2439
O 10.003 1.3488 16.6743
O 6.701 4.3079 11.6528
O 5.7543 8.4722 18.6439
O 9.0479 2.723 20.2396
O 3.6389 1.1289 15.8162
O 4.3104 3.0672 17.9522
O 9.9994 7.3492 20.6746
O 3.3666 8.6812 9.8251
O 3.969 7.4208 16.448
O 7.6609 0.4917 15.7271
O 8.9684 7.3065 15.0585
O 3.9617 1.2988 21.4836
O 1.604 9.1342 11.697
O 2.3218 6.1761 10.1771
O 7.4545 6.4845 18.1491
O 7.2431 4.3776 21.104
O 4.5663 8.2149 13.845
O 3.4303 8.6183 19.9785
O 2.6633 3.0924 19.9325
O 3.8036 10.346 18.0064

Results
free energy: -129655.211 eV
free energy less fixed offsets of B -154.04, O -568.88, Si -635.61 eV per atom: -2.941 eV

Forces (eV/angstrom), in the order of the atoms: element, x, y, z
Si -0.0646 0.2831 -0.1948
Si -0.7902 0.9427 0.0343
Si -0.0195 -0.0004 0.0164
Si 0.0265 -0.0307 0.075
Si -0.0078 0.1228 0.0657
Si -0.207 0.1737 -0.1197
Si 0.1082 -0.1723 0.0639
B 0.3488 -0.5962 -0.0195
Si -0.001 -0.0668 0.1493
Si -0.0724 -0.0202 -0.1063
Si 0.0345 -0.0455 0.0935
Si 0.0151 -0.1017 0.013
Si 0.0029 -0.0068 -0.01
Si 0.4242 -0.1496 -0.0742
Si 0.072 0.1133 -0.0943
Si 0.1904 -0.3412 0.0044
Si -0.0595 0.058 -0.0362
Si -0.1202 0.0795 0.5241
Si 0.0142 0.0052 0.2064
Si -0.0336 0.024 -0.0142
Si 0.023 0.0332 0.1406
Si -0.0745 0.0141 -0.1076
Si 0.0575 0.1273 -0.1329
Si -0.0837 0.1815 0.4529
Si 0.0129 0.0191 0.0514
Si 0.0951 0.0167 -0.2847
Si 0.0379 -0.0947 -0.3413
Si 0.0089 -0.079 0.1444
Si -0.1126 -0.0622 -0.0259
Si -0.0263 -0.0249 0.1514
Si -0.0057 -0.0109 0.1237
Si 0.0563 0.1043 -0.4291
Si 0.0495 -0.0406 -0.0271
Si -0.0525 0.0722 0.1329
Si 0.0282 -0.0074 0.026
Si -0.1284 0.0214 -0.0102
Si -0.04 0.0129 0.067
Si 0.032 -0.0287 -0.0432
Si 0.0224 0.0319 -0.0364
Si 0.0537 -0.0742 -0.0056
Si 0.184 -0.1175 0.0874
Si -0.1946 0.1693 -0.116
Si 0.1208 -0.1631 0.0031
Si -0.1538 0.1208 -0.1135
Si -0.0491 0.1613 -0.1339
Si 0.0906 -0.218 0.0792
Si -0.2311 0.0638 -0.1387
Si 0.1771 -0.0872 0.0652
Si 0.0454 -0.1562 0.1334
Si -0.2304 0.0487 -0.1085
Si -0.2108 0.1349 -0.0584
Si 0.094 -0.1215 0.107
Si -0.1885 0.1378 -0.0778
Si 0.0566 -0.2033 0.178
Si 0.183 -0.105 0.1285
Si -0.0652 0.1672 -0.0754
Si 0.0217 -0.0051 -0.0341
Si -0.02 0.0834 -0.0032
Si -0.0409 0.055 0.0385
Si 0.0481 -0.0265 -0.0599
Si -0.0593 0.0347 -0.0069
Si 0.0403 -0.0365 -0.0349
Si 0.0189 -0.0096 -0.0628
Si 0.0092 0.0079 0.0594
Si 0.1731 -0.0509 0.3097
Si -0.0188 0.0121 -0.1034
Si 0.0572 -0.0169 0.3327
Si -0.0298 0.083 -0.104
Si 0.013 -0.009 -0.1328
Si 0.0471 -0.1038 0.3831
Si -0.0382 0.0236 -0.0928
Si -0.0913 -0.0208 0.1739
Si -0.0308 0.0308 -0.1423
Si -0.004 -0.01 0.1015
Si -0.0454 0.0067 -0.1891
Si 0.0012 -0.0525 0.1308
Si 0.045 -0.0208 0.116
Si -0.0138 0.0021 -0.1561
Si -0.0053 -0.0268 0.1032
Si -0.0153 0.0086 -0.0992
Si -0.0074 -0.0347 -0.0542
Si 0.001 -0.0078 -0.0042
Si 0.0452 -0.0087 -0.0413
Si 0.0291 0.0069 -0.0726
Si 0.0176 -0.0469 -0.0413
Si -0.017 -0.0033 -0.0463
Si 0.0065 0.0181 -0.0314
Si 0.0252 0.001 -0.0296
Si -0.0888 0.1091 -0.0449
Si -0.0085 0.0114 -0.0176
Si -0.0105 0.0019 -0.0533
Si -0.0122 0.0055 -0.0187
Si -0.0032 -0.0258 -0.042
Si 0.0072 0.0108 -0.0355
Si 0.0123 0.0085 -0.0054
Si 0.0165 -0.0073 -0.0478
O -0.0175 0.0302 0.0321
O -0.0077 0.0141 0.0458
O -0.0038 -0.0067 0.0263
O 0.0182 -0.0095 0.0081
O 0.0115 -0.04 0.0479
O 0.0249 -0.0026 0.0114
O 0.0004 0.0123 0.0559
O -0.0165 0.0031 0.0171
O 0.0036 0.0348 -0.098
O -0.0143 -0.0421 -0.0178
O 0.0533 -0.0199 -0.301
O 0.0168 -0.0199 -0.0236
O -0.0078 -0.0203 -0.1676
O -0.0478 0.0456 -0.1461
O -0.0352 -0.0121 0.2103
Si -0.0141 -0.0142 -0.0372
Si 0.0193 0.0142 -0.0247
Si -0.0021 -0.0138 -0.0366
Si -0.0028 0.0057 -0.0329
Si 0.0391 -0.0289 0.0823
Si 0.0145 -0.0187 -0.0369
Si 0.002 -0.033 -0.0224
Si -0.0115 0.0197 -0.0452
Si 0.01 -0.0053 0.0001
Si 0.0137 -0.089 0.0888
Si 0.0073 0.0105 -0.0083
Si 0.0125 -0.0329 -0.0369
Si 0.0241 0.0568 0.0203
Si -0.0068 -0.0494 0.013
Si 0.0583 0.0125 -0.0151
Si 0.0608 -0.0442 0.1413
Si -0.0201 -0.026 0.004
Si 0.0395 0.0247 -0.1726
Si 0.0267 -0.025 0.0435
Si -0.0034 -0.0403 -0.0129
Si 0.0241 0.026 -0.0417
Si 0.029 -0.0156 -0.0214
Si -0.0208 -0.0644 0.0188
Si -0.0004 0.0168 -0.0499
Si -0.0107 -0.0239 -0.0408
Si 0.0336 0.0239 0.0113
Si 0.0007 -0.0251 -0.0338
Si 0.0206 -0.0254 -0.047
Si -0.0124 -0.0036 -0.0055
Si -0.0252 0.0003 -0.0152
Si -0.0013 -0.0028 0.0031
B 0.1616 0.0439 0.0175
Si -0.0084 0.001 -0.0382
Si -0.029 -0.0028 0.059
Si 0.0516 0.032 -0.0314
Si -0.002 0.0033 -0.0426
Si 0.0102 -0.0213 -0.005
O -0.0014 0.0301 0.0398
O 0.0082 -0.0117 0.0218
O 0.023 -0.0219 -0.0433
O 0.0044 0.0199 0.0275
O -0.0042 0.0016 0.012
O -0.0038 0.0123 0.0111
O 0.0076 0.0059 -0.0034
O -0.0165 -0.0058 0.0034
O -0.005 -0.0067 0.0048
O -0.0336 -0.0518 -0.0768
O 0.0089 -0.0159 0.0198
O -0.0514 0.0506 -0.0241
O -0.0066 0.0028 -0.0163
O 0.0102 0.0166 0.025
O 0.0473 0.0341 0.0105
O -0.0044 0.0193 -0.0064
O 0.0133 0.0052 0.0222
O 0.0111 0.009 0.0121
O -0.013 -0.0096 -0.0042
O 0.0004 -0.0084 0.0121
O -0.0203 -0.0126 0.0575
O 0.0084 0.003 0.0026
O 0.0082 -0.002 0.0127
O 0.0036 -0.0186 -0.0339
O 0.0217 0.0006 0.005
O -0.0467 0.0332 -0.0487
O 0.0094 -0.0073 0.0066
O 0.0238 0.0162 0.0239
O -0.0102 0.0021 -0.0069
O -0.0023 -0.0137 0.0228
O 0.0051 -0.0032 0.0245
O 0.0002 -0.0027 0.0124
O 0.0312 -0.0456 0.0033
O -0.0135 0.0356 0.0134
O 0.0035 0.0304 0.0132
O -0.0365 -0.0296 0.0075
O -0.0051 0.011 0.0307
O -0.0189 -0.0049 0.0087
O 0.0038 0.0068 -0.0058
O -0.0157 -0.0125 0.0174
O 0.0215 -0.006 -0.049
O 0.0164 -0.0085 0.028
O 0.0236 0.0053 0.0209
O -0.0004 -0.0007 0.0304
O 0.0061 0.0075 0.0122
O -0.0148 0.0246 -0.012
O 0.0154 0.0169 0.0177
O -0.0056 -0.0102 0.0052
O -0.0198 -0.0263 -0.0247
O 0.0589 0.0428 -0.0535
O 0.0038 -0.0059 0.0347
O -0.013 -0.0026 0.0263
O -0.0459 -0.0106 0.0854
O 0.0052 0.0043 0.0007
O 0.0016 -0.0198 0.0224
O -0.0061 -0.0028 0.0224
O -0.0077 -0.019 0.0041
O -0.021 0.0013 -0.0262
O 0.0133 0.0034 -0.0083
O 0.0164 0.0182 0.0224
O 0.0069 -0.0241 -0.0249
O -0.0008 0.0021 -0.0267
O -0.004 0.0022 0.031
O -0.0043 0.0006 -0.0353
O -0.0032 0.0051 -0.0205
O 0.0266 -0.0276 0.0273

The program warned: the cutoff lies below the one the program advises for these potential files; the exchange-correlation potential is rough where the density is thin.
